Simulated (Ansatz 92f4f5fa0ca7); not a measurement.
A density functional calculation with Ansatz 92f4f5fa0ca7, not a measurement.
Periodic cell of 256 atoms, Si144O112, from a study of silicon, its oxide and their interface. The atomic structure is a simulated model.
This geometry differs little from another in the collection (a relaxation step or a small displacement).

Settings
functional: r2SCAN
potential files: Ansatz PAW
basis: plane waves
wave-function cutoff: 800 eV
density cutoff ratio: 5
exchange-correlation grid ratio: 1
k mesh: 1 x 1 x 1, shifted by 0.5 0.5 0 of a step
self-consistency stop: 1e-10 eV per atom in the density residual
occupations: fixed
spin: none
net charge: 0

Cell vectors (angstrom)
a, 10.88, 0, 0
b, 0, 10.88, 0
c, -0.5462, 4.626, 36.1336

Atoms and the computed forces on them: element, x, y, z (angstrom), force x, y, z (eV/angstrom)
Si, 1.6474, -1.6484, 0.166, 0.0093, -0.012, 0.0861
Si, 4.4475, 1.0481, 0.0242, 0.0173, -0.0044, 0.0967
Si, 0.9766, 4.3444, 0.0077, -0.0042, 0.0085, 0.0856
Si, 3.8886, -3.8161, 0.0931, -0.0094, 0.0071, 0.0741
Si, -4.281, -1.2305, 0.1103, -0.0108, 0.0214, 0.0832
Si, -1.6832, 1.6729, 0.0761, -0.0134, 0.014, 0.0886
Si, 6.9538, 3.8418, 0.1475, 0.0211, -0.0035, 0.065
Si, -1.0786, -4.1738, 0.1321, 0.0087, -0.0134, 0.0651
Si, 2.7819, 0.009, 1.3535, -0.0021, 0.0048, -0.0143
Si, 5.4667, 2.6295, 1.4472, -0.0111, 0.0015, -0.0154
Si, 2.7041, -5.4816, 1.2705, 0.0011, -0.0033, -0.0129
Si, 5.4103, -2.7039, 1.4678, 0.0067, -0.005, -0.0176
Si, -2.7123, -0.0103, 1.362, 0.006, -0.0029, -0.0183
Si, -0.0727, 2.7684, 1.3805, 0.0018, -0.0019, -0.0199
Si, 8.1503, 5.4929, 1.3295, -0.0053, 0.0028, -0.0027
Si, 0.0858, -2.7342, 1.5185, -0.0034, 0.0037, -0.0124
Si, 1.3586, 1.3819, 2.6569, 0.0015, -0.0011, 0.0045
Si, 4.0589, 4.0552, 2.6692, -0.0021, 0.0011, 0.0032
Si, 1.4317, -4.1464, 2.7899, -0.0001, -0.0026, 0.0005
Si, 4.0806, -1.3291, 2.8133, -0.0042, 0.006, 0.0064
Si, 6.8263, 1.3009, 2.8096, 0.0021, -0.0038, 0.0031
Si, 9.486, 4.1266, 2.7622, 0.0021, 0.0068, 0.0025
Si, 6.8003, 6.8011, 2.7325, 0.0011, -0.0035, 0.0067
Si, -1.3384, -1.337, 2.7344, 0.0008, 0.0011, 0.0078
Si, 0.0215, 0.028, 4.0651, 0.0005, 0, 0.0032
Si, 2.704, 2.7247, 4.0524, -0.0031, 0.0013, 0.0054
Si, 0.0097, 5.4318, 4.1188, 0.0034, -0.0008, 0.0014
Si, 2.7422, -2.7373, 4.126, 0.0035, -0.0016, 0.0026
Si, 5.4524, -0.0112, 4.1662, 0.0003, 0.0007, -0.0012
Si, 8.1641, 2.7245, 4.1101, -0.0005, 0.0026, -0.0022
Si, 5.427, 5.4192, 4.0474, -0.0007, 0.0016, 0.0055
Si, 8.1649, -2.707, 4.0774, -0.0012, 0.0017, 0.0028
Si, 1.357, -1.3425, 10.9058, 0.0016, -0.0002, 0.0045
Si, 4.084, 1.3299, 10.8984, 0.0016, 0.0012, 0.0032
Si, 1.3562, 4.036, 10.7797, -0.0009, 0.0014, -0.0036
Si, 4.0972, -4.0488, 10.7642, 0.0039, 0.0019, -0.0034
Si, 6.8173, -1.3419, 10.8471, 0.0052, 0.0008, -0.0004
Si, -1.3808, 1.373, 10.8626, -0.0033, -0.0031, -0.0005
Si, 6.8129, 4.0747, 10.9039, -0.0001, 0.0007, 0.0034
Si, -1.35, 6.8077, 10.8753, 0.0049, 0.0023, 0.0006
Si, 2.7105, 0.0038, 12.3011, 0.0016, 0.0027, 0.003
Si, 5.4661, 2.6719, 12.2493, -0.0036, 0.0029, 0.0028
Si, 2.7691, 5.4004, 12.0214, -0.0007, -0.0025, 0.0015
Si, 5.4095, -2.6807, 12.1453, -0.0015, 0.0036, 0.0077
Si, -2.7262, 0.0158, 12.2418, 0.001, 0.0002, 0.0037
Si, -0.0012, 2.7262, 12.1877, 0.0028, 0.0013, 0.0005
Si, 8.1854, 5.4529, 12.2476, -0.0021, 0.0013, 0.0066
Si, -0.0261, -2.6909, 12.2488, -0.0032, 0.0009, 0.0051
Si, 1.3248, 1.3921, 13.6229, -0.0033, 0.004, -0.0127
Si, 4.0769, 4.0839, 13.4702, -0.0065, 0.007, -0.0174
Si, 1.417, -4.1547, 13.3535, -0.0009, -0.01, -0.0179
Si, 4.0958, -1.3674, 13.6292, 0.0055, 0, -0.0109
Si, -4.092, 1.3327, 13.6794, 0.0039, -0.0061, -0.0126
Si, -1.3235, 4.0836, 13.5955, 0.0035, -0.0027, -0.0159
Si, 6.7769, -4.0164, 13.49, 0.0001, 0.0046, -0.015
Si, -1.3644, -1.3077, 13.6587, -0.0054, 0.0022, -0.0154
Si, -0.2253, 0.2794, 15.0185, 0.024, -0.0139, 0.1136
Si, 2.4817, 3.037, 14.8255, 0.0169, -0.0046, 0.0964
Si, 0.3242, -5.6126, 14.7879, -0.0021, 0.0222, 0.1009
Si, 2.9906, -3.1313, 14.6957, -0.0335, 0.0143, 0.1178
Si, 5.5982, -0.2186, 15.057, -0.0138, 0.0122, 0.1099
Si, -2.4499, 2.4966, 14.9082, -0.0105, 0.0152, 0.0958
Si, 5.2731, 5.6189, 14.7573, 0.0215, -0.0235, 0.0981
Si, -3.061, -2.4211, 14.8468, 0.0037, -0.0105, 0.0969
Si, 5.1542, -3.576, 18.8692, -0.0137, -0.0127, 0.0516
Si, -1.5315, -2.2751, 23.4575, 0.0089, -0.0016, -0.074
Si, 1.1837, -0.7592, 22.7552, -0.0033, 0.0126, -0.0649
Si, 1.3457, -0.8047, -2.7038, -0.0102, -0.0062, 0.0541
Si, 3.5294, 1.2342, -2.9171, -0.0034, 0.0015, 0.0627
Si, 2.5566, 2.4895, 19.5178, 0.0053, 0.0038, 0.0205
Si, 3.2536, -4.9778, 22.2986, 0.0073, -0.002, -0.0682
Si, 5.5562, 0.403, -5.1187, -0.0084, -0.0082, -0.0409
Si, 0.233, 0.657, 20.2184, -0.0012, 0.0068, 0.0018
Si, 1.5945, -2.581, -5.0326, -0.0007, 0.0093, -0.0364
Si, 4.2826, 1.7497, 17.1327, -0.0039, 0.002, 0.1598
Si, 6.757, -0.5427, 22.8996, 0.0011, -0.0145, -0.0594
Si, 7.12, -5.2886, -3.7636, -0.0141, 0.0042, 0.033
Si, 6.2638, 4.2366, -8.3396, -0.0151, -0.0019, -0.0957
Si, 0.397, 3.4282, -10.143, 0.0109, 0, -0.1149
Si, -1.3286, -2.6125, -11.2072, 0.0014, 0.0067, -0.1002
Si, 8.0632, -4.3667, 21.8543, 0.0052, -0.0186, -0.0466
Si, 2.881, 0.9748, 24.6235, -0.0023, -0.0026, -0.1048
Si, 0.8749, 5.2684, -5.1818, 0.009, -0.0028, -0.0332
Si, 2.5735, -3.0498, -8.7245, -0.0065, -0.0329, -0.1032
Si, 0.431, -1.1426, 17.7869, -0.0138, -0.0161, 0.1325
Si, 6.0548, -4.5823, -10.5546, -0.0127, 0.0007, -0.0979
Si, -1.589, 3.6191, -4.4047, -0.0074, -0.0079, -0.0124
Si, 5.3717, -2.7977, 21.661, 0.0002, -0.0256, -0.0561
Si, 4.293, -2.1005, -6.3651, 0.0091, -0.0165, -0.0616
Si, -0.9132, 1.1803, -2.8949, -0.0207, -0.0101, 0.0668
Si, 2.9791, 3.0194, 22.5821, 0.0109, 0.0097, -0.062
Si, 7.8266, -4.9925, 18.9069, -0.0253, 0.0016, 0.0835
Si, -1.1564, -3.7695, 16.9191, 0.0231, 0.0323, 0.113
Si, -2.3922, 4.059, 23.2026, -0.0137, 0.0166, -0.0672
Si, 6.6045, 3.869, 17.0451, 0.001, 0.0114, 0.1355
Si, -2.7072, -2.8448, -2.1163, 0.0023, -0.0116, 0.0803
Si, 2.6749, -2.8625, 17.6225, -0.01, -0.0111, 0.0989
Si, 2.9059, -5.3326, 19.2968, 0.0165, 0.0047, 0.0326
Si, 0.7231, -1.1833, -7.5584, 0.0127, 0.011, -0.0978
Si, 1.8088, 4.8555, -8.1102, 0.0309, 0.01, -0.118
Si, 3.8923, 2.8948, -9.4639, -0.0044, -0.0114, -0.1028
Si, 0.3644, 3.7064, 24.2093, -0.0157, -0.0079, -0.0964
Si, 6.5475, -4.2974, -6.6077, -0.0235, 0.0106, -0.0858
Si, 7.6922, -2.9155, -8.8849, 0.0126, -0.0204, -0.1154
Si, -2.2767, 1.4209, 22.045, 0.0319, -0.0066, -0.0617
Si, 2.2343, 3.8198, -2.7262, -0.0204, -0.0079, 0.0836
Si, 1.7493, 0.857, -9.4537, 0.0039, 0.0016, -0.1109
Si, 8.1214, -0.7624, -4.3004, -0.0051, 0.0171, 0.008
Si, 7.6917, 2.183, -6.6715, 0.0013, 0.0315, -0.0756
Si, -2.251, -0.5368, -7.3989, 0.0106, -0.0101, -0.1016
Si, 2.3533, -2.9905, 24.0598, -0.0109, -0.0153, -0.0902
Si, 4.9755, 5.1625, -1.9807, 0.0146, 0.0018, 0.0883
Si, 1.3557, -1.3615, 5.4273, -0.0014, 0.0022, 0.0014
Si, 4.0646, 1.3794, 5.4383, -0.0012, 0.0023, 0.0037
Si, 1.3656, 4.0649, 5.4563, 0.0047, -0.0019, 0.0041
Si, 4.1103, 6.7831, 5.4535, 0.0038, -0.0011, 0.0051
Si, 6.8202, -1.3765, 5.484, 0.004, -0.0022, 0.0027
Si, -1.336, 1.3717, 5.4502, 0.0059, 0.0006, 0.0059
Si, 6.7818, 4.0789, 5.4304, -0.0033, 0.0022, 0.0019
Si, -1.3533, -4.064, 5.4327, 0.0005, 0.0031, 0.0023
Si, 2.7182, -0.0049, 6.7775, 0.0024, 0, 0.005
Si, 5.4313, 2.7283, 6.7929, 0.0021, 0.0001, 0.0026
Si, 2.733, 5.4336, 6.804, -0.0011, 0.0014, 0.0013
Si, 5.4586, -2.7433, 6.8224, -0.0022, 0.0008, 0.0005
Si, -2.699, 0.0068, 6.8141, -0.0036, 0.0005, 0.0005
Si, 0.0163, 2.7147, 6.8214, -0.0027, 0.0011, 0.0008
Si, -2.7171, -5.4376, 6.7672, 0.0013, 0.0006, 0.0038
Si, -0.0073, -2.7046, 6.7913, 0.0031, 0.0004, 0.0025
Si, 1.3683, 1.3315, 8.1536, -0.0019, -0.0004, 0.0019
Si, 4.0917, 4.0732, 8.1634, -0.0027, 0.0019, 0.0034
Si, 1.3564, 6.8119, 8.1312, 0.0004, 0.0002, 0.0023
Si, 4.082, -1.3538, 8.1372, -0.0026, 0.0008, 0.003
Si, 6.7949, 1.3738, 8.1468, -0.0003, 0.0001, 0.0016
Si, -1.3667, 4.0902, 8.1391, -0.0007, 0.001, 0.0028
Si, 6.8316, -4.0961, 8.154, 0, 0.0009, 0.0018
Si, -1.3454, -1.357, 8.1708, -0.0032, 0.0016, 0.0048
Si, 0.0018, 0.0049, 9.5347, -0.0036, 0.0031, 0.0021
Si, 2.7436, 2.6742, 9.4919, 0.001, 0.0028, 0.0046
Si, -0.0024, 5.4519, 9.487, -0.0005, -0.0011, 0.0041
Si, 2.6946, -2.6891, 9.4848, 0.0001, -0.0004, 0.0022
Si, 5.4413, 0.0028, 9.5012, 0.0008, -0.0018, 0.0046
Si, 8.1535, 2.7368, 9.5045, 0, 0, 0.0036
Si, 5.4763, 5.4282, 9.5014, 0.0002, 0.0021, 0.0041
Si, 8.1711, -2.7241, 9.5119, -0.003, 0.002, 0.0037
O, -0.3978, -2.4975, 17.5327, -0.007, -0.0057, -0.0476
O, 1.2074, -0.075, 21.2936, -0.0075, -0.0148, 0.0316
O, 1.4006, 4.1593, 15.3607, -0.0038, -0.0003, -0.0402
O, 0.425, -0.2608, 16.424, -0.028, 0.0606, -0.1501
O, 6.739, -1.3372, 15.4771, -0.0008, 0.0019, -0.0504
O, 0.3353, 0.2734, -3.3383, 0.0101, 0.0027, -0.0222
O, 7.6281, -1.4014, -8.3305, 0.0056, 0.0296, 0.0499
O, 7.8387, 3.2028, 16.2515, 0.0386, -0.0332, -0.1112
O, 5.5594, 5.28, -3.4811, 0.0076, -0.0018, -0.03
O, 2.4777, 2.3688, -3.3835, -0.0016, -0.0013, -0.027
O, 6.5928, 5, -9.7377, 0.0011, -0.0083, 0.0508
O, 2.5369, -4.6187, -8.3931, -0.0148, -0.0336, 0.0609
O, 0.2101, -2.1327, -11.0969, 0.0001, -0.0096, 0.0579
O, 8.0765, 2.7779, -0.3982, -0.0001, -0.0065, -0.0299
O, 2.1677, -4.2495, 18.3323, -0.0034, 0.0179, -0.0311
O, -0.2007, -4.7027, 16.0293, 0.0397, -0.0546, -0.1201
O, -2.4339, -3.2485, 16.0932, -0.0602, 0.0382, -0.1117
O, 4.884, 0.4005, 16.4236, 0.0351, -0.0451, -0.1208
O, 4.4577, -3.9041, 22.388, -0.0051, 0.0024, 0.0173
O, -0.0537, -5.3288, -0.3901, 0.003, -0.0026, -0.0249
O, 5.5295, -0.1047, -0.3927, 0.002, 0.0002, -0.0221
O, 6.0918, 4.377, -1.1191, -0.0534, 0.0246, -0.0867
O, 4.8697, -2.6192, 20.1448, 0.0171, -0.0187, 0.0088
O, 5.5165, 2.7468, 17.4007, -0.0027, 0.004, -0.0418
O, -1.9121, -3.2435, -9.8483, -0.0258, -0.0067, 0.0705
O, -1.0569, 1.0813, -1.2957, 0.0294, -0.013, -0.0993
O, -1.1026, 1.1307, 20.9867, -0.0144, 0.0016, 0.027
O, 2.7535, -2.734, -0.3771, -0.0002, 0.0016, -0.0258
O, 1.4824, 4.652, -6.5473, -0.0117, 0.0035, 0.0674
O, 1.1007, -2.5227, -8.3605, -0.002, 0.0012, 0.0412
O, 4.4832, -4.7196, -10.9091, 0.0194, -0.0024, 0.0417
O, 4.0052, 1.652, -1.422, -0.015, 0.0281, -0.0979
O, 3.649, 1.9115, 23.5456, 0.0066, -0.0253, 0.0441
O, 3.2025, 2.4056, 16.1367, -0.0719, 0.0411, -0.1269
O, -0.651, 4.7835, -5.0036, -0.0074, 0.0005, 0.0044
O, -2.2873, -0.9494, -5.8342, -0.0016, 0.0096, 0.0381
O, 7.175, 4.4955, 18.417, -0.012, -0.0192, -0.0565
O, 3.5942, 4.3836, -2.0862, -0.0029, -0.0083, -0.0285
O, -1.5515, -3.5464, 22.4409, 0.0076, 0.0122, 0.0351
O, 5.7005, 5.372, -7.3058, -0.0001, 0.0094, 0.0434
O, 2.8462, -0.223, -2.8382, 0.0031, 0.0001, -0.016
O, 7.9396, -1.5406, 23.3118, -0.0141, -0.0009, 0.0255
O, 4.1311, 3.348, -11.0188, 0.0013, -0.0029, 0.0679
O, 1.9309, -1.5723, 18.268, 0.0079, -0.0023, -0.022
O, 3.7747, 4.4261, 22.688, -0.0059, -0.0055, 0.0169
O, 3.5128, 1.5719, 18.5616, 0.0211, -0.0048, -0.059
O, 7.3035, 0.4861, 21.7627, -0.0084, -0.0063, 0.0232
O, 3.1949, -2.6229, -5.2906, -0.0073, -0.0051, 0.0238
O, 2.5389, -5.028, 20.847, 0.0094, -0.0048, 0.0194
O, -2.561, -5.0921, 20.4405, -0.0101, -0.0072, 0.0042
O, -2.6178, 3.0033, 21.9818, 0.0137, -0.0022, 0.0386
O, 4.3017, -2.8273, 17.7086, -0.0047, -0.005, -0.0358
O, -2.2264, 0.6, -3.6262, -0.0034, -0.0306, -0.0238
O, -2.2343, -2.0019, -3.4097, 0.0149, 0.0219, -0.0308
O, -0.8919, 3.5409, -11.1079, 0.0038, -0.0042, 0.0644
O, 0.4751, 4.6089, -9.0277, 0.0144, 0.0201, 0.0567
O, 1.2849, -2.1977, -3.5023, -0.0053, -0.0069, -0.0069
O, 5.9304, 5.0261, 16.1336, -0.037, 0.0344, -0.1116
O, 0.9368, -1.0464, -1.1661, -0.0179, 0.0225, -0.084
O, -1.8579, 1.0741, 23.5919, -0.0107, 0.0101, 0.0467
O, 1.5993, 0.2838, 23.9219, 0.0072, 0.0112, 0.0365
O, 6.5168, -0.6322, -4.3183, -0.0071, 0.0019, 0.0123
O, 5.4539, -1.3657, 22.3906, 0.0088, 0.014, 0.0454
O, -2.1157, 2.6508, -5.5728, 0.0026, 0.0196, 0.0101
O, 6.8615, -3.3609, 21.6084, -0.0303, 0.0202, -0.0063
O, 6.3126, -3.2441, -9.6727, 0.0103, 0.0133, 0.0545
O, 8.066, 3.3089, 24.5776, -0.0147, -0.0186, 0.0607
O, 2.3228, -1.9227, 22.8355, 0.0036, -0.0137, 0.0367
O, 8.0539, 4.287, -3.6062, 0.0012, -0.002, -0.0034
O, 2.8746, 3.7617, -8.5798, -0.0262, 0.0262, 0.0469
O, -0.2205, -0.3245, 19.0168, 0.0139, -0.019, -0.0345
O, 4.6697, -4.3007, -1.259, 0.02, -0.026, -0.0759
O, 4.1085, -4.2128, 15.2096, 0.0008, 0.0024, -0.0374
O, 2.9015, -2.7641, -10.2744, -0.0109, 0.0062, 0.0764
O, 7.1544, -1.9544, -1.2386, 0.0325, -0.0413, -0.0891
O, 6.3251, 0.2639, 24.2169, -0.0193, 0.0056, 0.0536
O, -0.8127, 4.4401, 23.3535, 0.0158, -0.0069, 0.0212
O, 1.6491, 0.0251, -8.0814, -0.019, -0.0324, 0.0558
O, 1.4501, 3.2273, 23.1027, -0.0033, -0.0078, 0.0283
O, 1.2795, 3.6468, -1.4312, 0.0314, -0.0176, -0.1009
O, 7.4823, 3.4905, -7.6017, 0.0102, -0.0292, 0.0585
O, 4.6973, 1.1958, -4.015, 0.0054, 0.0035, -0.0125
O, 1.6276, 3.5952, -11.1658, -0.0229, -0.0109, 0.0527
O, -0.7824, -0.8388, -7.9453, -0.0204, 0.0124, 0.0385
O, 0.9421, -1.4351, -5.9817, 0.0104, -0.0106, 0.0496
O, -1.3616, 1.3886, 15.4399, -0.0014, 0.0035, -0.051
O, 3.2633, 1.4174, -9.504, 0.0089, -0.0009, 0.0492
O, 0.9213, -4.0089, -5.3259, -0.0012, -0.0049, 0.0065
O, 2.2187, -2.7507, 16.0805, 0.0257, -0.0226, -0.1382
O, 5.6035, -3.037, -6.2693, -0.0011, -0.0055, 0.0132
O, 0.5787, 1.9905, -9.4267, -0.0081, -0.0034, 0.0388
O, -0.7301, 2.7106, -3.3766, 0.0092, 0.0018, -0.0105
O, 6.3757, 1.5366, -5.9541, -0.0096, -0.0099, 0.0199
O, 6.7333, -3.8021, 18.6419, -0.0116, 0.0115, -0.0149
O, 7.7633, -3.8962, -7.6029, 0.0018, 0.001, 0.0427
O, 4.6612, -0.5411, -6.0952, 0.0107, 0.0101, 0.0237
O, -0.307, -1.3269, 23.0031, -0.0182, -0.0118, 0.0171
O, -1.7078, -4.6914, 18.1003, 0.0254, -0.0075, -0.0348
O, 7.6382, 5.3858, 22.9339, 0.0103, -0.0099, 0.01
O, 7.5022, -4.198, -2.6475, 0.0041, -0.0021, -0.0174
O, 7.2788, -4.7629, -5.2631, 0.0234, 0.0059, 0.0316
O, 4.5045, -5.0581, 19.1143, 0.002, 0.014, 0.0042
O, 1.5726, 0.0023, -10.801, 0.0048, 0.0239, 0.0683
O, 2.535, 4.0172, 18.9421, -0.0009, 0.0073, -0.0299
O, 2.1935, -4.4596, 23.4007, -0.0136, 0.0202, 0.0361
O, 1.0521, 1.8886, 19.5523, -0.0012, -0.0038, 0
O, -1.4754, -3.2806, -1.1747, -0.0314, 0.0304, -0.0842
O, 3.0765, 2.5148, 21.0511, -0.0073, -0.0099, 0.0188
O, 1.7056, 4.8167, -3.8717, -0.0058, 0.0062, -0.0113
O, 3.6747, -2.2613, -7.8477, 0.0222, 0.0099, 0.0508
O, -2.5689, 1.0227, -7.6, 0.0033, 0.0006, 0.0391
O, 5.2803, 3.0051, -8.6784, 0.0237, 0.0024, 0.0374

Results
free energy: -155993.565 eV
free energy less fixed offsets of O -570.45, Si -639.56 eV per atom: -6.525 eV

The program warned: the cutoff lies below the one the program advises for these potential files; the forces do not sum to zero within the program's tolerance; empty levels may hold ghost states of the PAW files; the exchange-correlation potential is rough where the density is thin.
